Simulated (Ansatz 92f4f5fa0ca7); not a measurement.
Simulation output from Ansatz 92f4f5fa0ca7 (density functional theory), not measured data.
Periodic cell of 286 atoms, Si144O106H32N4, with a vacuum gap, from a study of silicon, its oxide and their interface. The atomic structure is a simulated model.

Settings: functional r2SCAN; potential files Ansatz PAW; basis plane waves; wave-function cutoff 800 eV; density cutoff ratio 5; exchange-correlation grid ratio 1; k mesh 1 x 1 x 1, shifted by 0.5 0.5 0 of a step; self-consistency stop 1e-11 eV per atom in the density residual; occupations fixed; spin none; net charge 0; applied field sawtooth along c, amplitude +0.015 V/angstrom in the program's sign convention, ramp centred at 0.9897 of c and 0.0206 of c wide, no dipole correction.

Cell vectors (angstrom)
a 10.887 0 0
b 0 10.887 0
c 0 0 48.5442

Atoms: element, x, y, z (angstrom)
Si 0.2872 -0.5584 34.9447
Si 2.5605 2.9568 34.9134
Si 0.4705 5.3294 34.7208
Si 2.7081 8.3701 35.2376
Si 5.355 -0.2368 34.7801
Si 7.8576 2.9455 34.9548
Si 5.563 5.0473 35.0229
Si 7.5915 8.3713 34.5885
Si 1.3203 1.2961 36.0775
Si 4.0482 3.9679 36.3924
Si 1.4338 6.745 36.3091
Si 4.1107 9.6389 36.4885
Si 6.6647 1.3086 36.1187
Si 9.5681 4.199 35.9932
Si 6.6756 6.8098 36.1218
Si 9.3797 9.3247 36.0369
Si -0.0375 2.7287 37.4093
Si 2.6554 0.1106 37.6489
Si -0.0996 8.0788 37.519
Si 2.7471 5.4064 37.6846
Si 5.4145 2.5985 37.6487
Si 8.1243 -0.064 37.4184
Si 5.4389 8.1252 37.6428
Si 8.1784 5.4992 37.4383
Si 1.3226 4.0154 38.8993
Si 4.0416 1.3548 39.0471
Si 1.2748 9.5177 38.8534
Si 4.081 6.7919 38.9968
Si 6.8206 4.0844 38.8255
Si 9.4875 1.3472 38.7781
Si 6.8373 9.5044 38.9072
Si 9.4894 6.7628 38.9293
Si -0.0445 0.0165 40.216
Si 2.6925 2.7417 40.3372
Si -0.0205 5.3997 40.2494
Si 2.6658 8.1778 40.2426
Si 5.4471 -0.0469 40.2806
Si 8.1621 2.7078 40.1841
Si 5.4772 5.4184 40.2721
Si 8.1782 8.1624 40.2906
Si 1.3307 1.3391 41.6264
Si 4.0916 4.0998 41.6534
Si 1.338 6.7922 41.5949
Si 4.0592 9.4997 41.6075
Si 6.8102 1.367 41.5822
Si 9.5095 4.045 41.5863
Si 6.8108 6.7971 41.6352
Si 9.5295 9.544 41.6278
Si -0.0179 2.7239 6.9275
Si 2.729 -0.0143 6.9254
Si 0.0146 8.1674 6.9305
Si 2.719 5.4792 6.9403
Si 5.47 2.716 6.9334
Si 8.1622 0.0285 6.9307
Si 5.4213 8.16 6.931
Si 8.1834 5.4205 6.9211
Si 1.3522 4.0962 8.267
Si 4.1077 1.3441 8.2692
Si 1.3962 9.5091 8.2958
Si 4.0736 6.8289 8.3145
Si 6.8302 4.0825 8.2992
Si 9.5261 1.3833 8.3021
Si 6.7785 9.5531 8.262
Si 9.5387 6.7921 8.2695
Si 0.0431 0.0206 9.6016
Si 2.7464 2.7306 9.5709
Si 0.016 5.457 9.6604
Si 2.7495 8.1885 9.7165
Si 5.4501 0.0083 9.6824
Si 8.1864 2.7413 9.6938
Si 5.4593 5.4624 9.6213
Si 8.1515 8.1752 9.5647
Si 1.4369 1.3728 10.9468
Si 4.0939 4.0797 10.9254
Si 1.3766 6.8034 11.0397
Si 4.1129 9.5552 11.0993
Si 6.8144 1.3778 11.0416
Si 9.5595 4.1098 11.0523
Si 6.8 6.8584 10.9599
Si 9.5328 9.5347 10.8694
Si 0.1131 2.7284 12.327
Si 2.7692 0.079 12.4309
Si -0.0239 8.2258 12.2805
Si 2.7749 5.4144 12.3386
Si 5.4304 2.7691 12.3516
Si 8.2318 -0.0195 12.2927
Si 5.4948 8.1893 12.442
Si 8.163 5.5273 12.3332
Si 1.6863 3.8396 13.6982
Si 3.9349 1.6605 13.7932
Si 1.1071 9.7933 13.5965
Si 4.3193 6.5546 13.6786
Si 6.5556 4.3943 13.6023
Si 9.8383 1.1239 13.5498
Si 7.1395 9.348 13.7027
Si 9.3104 7.1161 13.6321
Si -2.4246 -18.7502 15.6751
Si -8.9755 12.7622 26.1366
Si -1.7776 13.3231 32.2241
Si -19.0921 16.941 27.5452
Si -17.8648 14.2519 27.4298
Si 2.9812 -2.4289 15.6966
Si -1.3875 -19.046 22.3506
Si -22.0381 -13.5861 20.0663
Si 11.5657 27.5084 18.7344
Si -0.2104 -5.6378 15.7891
Si -4.1004 -8.8702 23.2568
Si -4.137 -4.0089 24.6524
Si -5.957 8.6631 20.5786
Si -14.9078 -25.9998 21.5988
Si -7.169 1.0511 29.5896
Si -24.2902 -8.8296 18.4826
Si -7.1387 -0.4374 25.7799
Si -17.5565 -4.063 32.9912
Si -20.9379 -0.3989 29.3263
Si 4.9969 2.1319 20.9149
Si -12.8134 -0.0288 23.0788
Si -3.8723 18.0524 31.7907
Si 13.0125 1.9043 21.4139
Si -4.6754 21.8187 18.9402
Si -15.3249 -17.8535 25.7363
Si -25.3786 -7.0843 20.8039
Si 22.7266 -3.3292 29.3449
Si 8.123 -6.3573 30.4469
Si 22.5959 -18.3633 23.825
Si -23.1277 6.7923 27.4921
Si -23.4948 -1.9985 25.4126
Si -19.3639 -13.7842 18.7774
Si 5.9556 -0.2569 27.9704
Si -2.9276 -1.6568 20.5949
Si 3.1067 10.119 22.8243
Si -2.3411 -17.7371 27.6359
Si -16.4729 -0.243 15.8448
Si -21.5286 22.0379 32.1392
Si -31.307 17.1855 31.9334
Si 1.534 -4.566 24.8028
Si -32.6966 2.1419 28.512
Si -17.7778 18.4158 25.5702
Si 10.9419 -6.9085 30.9054
Si -1.9654 10.6842 27.9586
Si -21.7393 13.7018 19.6587
Si -10.6011 19.5255 23.2092
Si 14.2078 1.1667 32.6968
Si -14.2009 19.2741 28.9568
O 2.3963 0.3419 26.2384
O -0.3793 -0.3747 33.4712
O -9.8744 2.1801 24.8506
O -6.1835 5.4691 33.7057
O -0.0854 -2.5546 21.671
O -25.0628 15.3317 28.9119
O 1.541 9.325 34.5992
O 6.3189 9.0542 28.1724
O -7.4169 -8.3354 20.8716
O -12.3747 16.1489 27.0052
O 14.9442 -15.2093 26.8605
O 4.1677 -23.1313 15.6604
O -24.6323 -7.8118 31.189
O -2.839 -3.7568 28.0724
O -16.3531 29.5224 24.9027
O -5.4396 5.4662 14.1739
O -16.2405 -9.3744 22.334
O 11.1913 5.8822 17.1707
O 11.9264 9.0333 28.7074
O -4.697 35.6404 24.4361
O 1.3335 26.6607 31.1431
O -16.3361 18.2338 32.0901
O 5.2469 1.091 19.7054
O 3.5399 7.1008 15.0123
O 7.4949 -16.3814 20.8438
O 7.9012 7.8679 21.4505
O 8.2235 8.2142 14.2001
N 7.821 -7.9677 22.198
O -3.1552 0.6353 18.9294
O -11.257 -15.1587 19.6269
O -11.8072 -20.589 22.6509
O -12.2284 4.1404 16.0891
O 1.1318 1.7462 20.1532
O -0.8372 6.4494 14.9174
O -14.3558 44.0704 28.0518
O -22.663 7.837 26.3418
O -2.5639 10.3683 21.677
O 6.763 6.3151 23.1524
O 13.3675 11.3753 22.0504
O -30.8803 -12.4947 23.2537
O -13.3465 13.0392 33.6396
O -4.2738 -11.6351 15.038
O -18.8565 -4.3279 32.1186
O -24.7597 -2.9232 24.9651
O -14.0768 11.6429 23.8296
O -3.5053 16.5244 31.3625
O -9.7915 8.7667 19.3642
O -40.6029 4.5359 27.9539
O -14.0025 3.3354 26.4252
O 11.904 4.5501 15.0046
O 33.0843 -3.6402 24.063
O -21.0786 4.1643 19.0804
O -9.4027 6.2679 26.4394
O -0.521 -7.4136 32.3495
O -3.0155 14.1535 19.4087
O 13.4041 -13.5463 17.2009
O -27.2176 7.1852 21.0196
O -28.3248 -10.7298 33.5191
O -1.7419 -9.037 14.8221
O 3.4156 19.8058 26.1262
O -12.0598 -6.0301 30.3098
O 3.2707 13.6189 26.0812
O 5.7005 -7.3276 20.7152
O -21.2525 -0.6827 30.8847
O 6.5139 9.5852 34.2712
O -20.0562 11.7138 32.5985
O 0.4808 13.6427 29.9297
O -3.0254 -8.553 16.9915
O -7.1068 -2.9694 34.0873
O -6.7045 -1.5165 21.855
O -22.5336 3.6184 23.5481
O -18.9814 2.753 14.262
O -17.7997 -8.5295 28.6819
O -12.5024 -1.8832 19.6294
O -9.347 -29.6943 22.4626
O 5.6573 -0.0959 17.4196
O 1.5025 -17.673 34.4293
O 14.2642 -8.352 33.5579
N -11.3284 11.3691 28.5229
O -19.4554 6.8268 28.8992
O -17.0665 1.106 15.1432
N -4.5374 -23.1613 19.9152
O 1.7014 -1.8717 14.8949
O -17.9884 -2.3773 19.4428
O 2.1435 6.3974 19.0061
O -15.058 16.3917 25.4979
O -7.0473 12.2363 31.1776
O -18.763 6.892 24.4476
O 16.2186 -7.036 26.8937
O -0.3053 -4.0587 28.6928
O -9.7732 2.384 27.4276
O -13.9218 -3.2399 33.1158
O -36.3174 -7.1872 14.905
O -22.5905 -7.6135 20.9497
O -12.9476 9.414 28.9583
O -34.0406 2.8803 28.1432
O -4.1449 4.0489 34.4654
O -11.7884 -19.7226 18.5811
O -8.6431 0.434 29.2563
O -10.8748 -32.6504 14.1321
O -11.9196 1.1422 31.6288
O -28.7545 10.583 24.1677
O -1.9647 -0.7188 26.3966
O -20.3414 -6.0883 24.3152
O 4.95 10.9637 29.1972
O -25.3653 18.9623 30.4987
O 5.1111 10.8943 26.5818
N -1.0439 -1.3215 23.9366
O -10.0964 -3.4292 30.9548
O -10.4321 6.1873 33.2962
H 0.5199 2.1717 42.5589
H 2.1658 0.5308 42.5589
H 4.9118 3.2764 42.5858
H 3.2718 4.9236 42.5858
H 2.1803 5.9914 42.5274
H 0.5322 7.6296 42.5274
H 4.8878 8.6847 42.5399
H 3.2505 10.3344 42.5399
H 7.6361 0.5493 42.5147
H 5.9911 2.1915 42.5147
H 8.7029 4.8817 42.5188
H 10.343 3.2351 42.5188
H 7.6314 5.9741 42.5677
H 5.9811 7.6109 42.5677
H 10.35 8.7209 42.5602
H 8.709 10.3671 42.5602
H -0.8514 3.5338 5.995
H 0.793 1.8913 5.995
H 1.8939 0.794 5.993
H 3.5377 -0.849 5.993
H 0.8205 7.33 5.998
H -0.8058 8.9905 5.998
H 3.5388 4.6553 6.0079
H 1.8767 6.28 6.0079
H 6.2891 1.8915 6.001
H 4.6498 3.5394 6.001
H 7.3363 0.8462 5.9983
H 8.9827 -0.7945 5.9983
H 6.251 7.3462 5.9985
H 4.5927 8.975 5.9985
H 8.99 4.5839 5.9887
H 7.3628 6.2435 5.9887

Results
free energy: -154616.972 eV
free energy less fixed offsets of H -15.71, N -386.36, O -570.45, Si -639.56 eV per atom: -4.472 eV

Forces (eV/angstrom), in the order of the atoms: element, x, y, z
Si 0.0018 0.0013 0.024
Si 0.0001 0.0028 0.0325
Si 0.0032 -0.0081 0.0403
Si 0.0035 0.0009 0.0114
Si 0.0067 -0.0055 0.0303
Si -0.0025 0.0027 0.0186
Si -0.0035 0.0038 0.0245
Si -0.003 0.0043 0.0363
Si -0.0035 -0.0052 -0.018
Si 0.0017 0.0022 -0.0207
Si 0.0077 0.0035 -0.0141
Si -0.005 -0.0055 -0.0198
Si 0.0022 0.0087 -0.0128
Si -0.0034 -0.003 -0.0188
Si -0.0069 -0.0065 -0.0148
Si 0.008 0.0037 -0.0106
Si 0.0127 0.0047 0.0056
Si 0.0192 0.01 0.0121
Si -0.0069 -0.0106 0.0049
Si -0.0039 -0.0029 0.0102
Si -0.0183 -0.0083 0.0103
Si -0.0064 -0.0062 0.0032
Si 0.0006 0.0035 0.0085
Si 0.0046 0.0126 0.0043
Si 0.0106 -0.0026 0.0207
Si -0.0035 -0.0068 -0.002
Si 0.0103 -0.0049 0.0208
Si -0.0024 0.0021 0.017
Si -0.0137 0.0022 0.0293
Si -0.0001 -0.0049 0.0196
Si -0.0165 -0.0076 0.0224
Si -0.002 0.0031 0.0078
Si -0.0088 0.0132 0.1964
Si -0.0034 -0.0046 0.1818
Si -0.003 0.014 0.1648
Si -0.0007 -0.0015 0.1776
Si 0.0021 0.013 0.1553
Si 0.0047 -0.0077 0.1802
Si 0.0101 -0.0028 0.1982
Si 0.0089 -0.0075 0.178
Si -0.0007 0.1022 0.2903
Si -0.0459 -0.03 0.3458
Si -0.058 -0.0178 0.2705
Si 0.0147 0.0399 0.4122
Si -0.0655 -0.0823 0.2308
Si 0.0531 -0.012 0.3034
Si 0.0719 -0.0146 0.332
Si -0.0603 -0.0117 0.257
Si 0.0386 0.0853 -0.3415
Si 0.0975 -0.0473 -0.3169
Si 0.0075 -0.068 -0.251
Si -0.0823 -0.1047 -0.2809
Si 0.0073 0.0013 -0.2659
Si -0.0348 -0.0393 -0.2526
Si 0.0464 0.1619 -0.3186
Si 0.0123 0.0413 -0.3162
Si 0.008 0.0027 -0.1606
Si -0.0073 0.0064 -0.1764
Si -0.034 0.0319 -0.1914
Si 0.0147 -0.0221 -0.2063
Si -0.0113 -0.0019 -0.1875
Si 0.0065 -0.016 -0.1877
Si 0.0245 -0.0348 -0.1638
Si -0.0087 0.0135 -0.1668
Si 0.003 -0.004 -0.0048
Si -0.0143 -0.0023 -0.0094
Si -0.0087 -0.015 -0.0206
Si -0.0087 -0.0004 -0.0279
Si 0.0179 0.0144 -0.0196
Si 0.007 0.0128 -0.0181
Si 0.0166 0.0038 -0.0129
Si 0.0067 0.0139 -0.0061
Si -0.0012 0.011 -0.0023
Si -0.0066 -0.0077 -0.0052
Si -0.0114 -0.0031 -0.0097
Si 0.0067 0.0069 -0.0131
Si -0.0011 -0.0101 -0.009
Si 0.0076 0.0078 -0.0104
Si 0.0127 0.0023 -0.0057
Si -0.0086 -0.0075 -0.0073
Si 0.0043 -0.0102 0.0115
Si -0.0138 0.0037 0.0101
Si -0.0011 0.0137 0.013
Si 0.0094 -0.003 0.0107
Si 0.001 0.0129 0.0126
Si 0.0124 -0.0023 0.0118
Si 0.0065 -0.0103 0.0118
Si -0.0117 0.0026 0.0127
Si -0.0126 0.0039 0.0132
Si 0.0067 -0.003 0.0135
Si 0.0019 -0.0086 0.0178
Si -0.0053 0.0041 0.0172
Si 0.0122 -0.0049 0.0159
Si -0.0067 0.0085 0.0165
Si -0.0005 0.0105 0.0146
Si 0.006 -0.0083 0.0123
Si 0.0005 -0.0057 0.0568
Si 0.0024 0.0048 0.0437
Si -0.0044 -0.0061 0.0388
Si -0.003 0.0005 0.0402
Si -0.0046 -0.005 0.0369
Si -0.0035 0.0057 0.0542
Si 0.0018 -0.0018 0.0378
Si -0.0083 0.0092 0.0399
Si -0.0011 -0.0025 0.0578
Si -0.0006 0.0024 0.0583
Si -0.0027 0.0049 0.0516
Si -0.0022 0.0035 0.0388
Si 0.0005 -0.0015 0.048
Si -0.0012 -0.0049 0.0378
Si -0.0067 -0.006 0.058
Si 0.0028 0.0028 0.058
Si 0.0037 0.003 0.022
Si 0.0006 -0.0023 0.0405
Si 0.0023 -0.0021 0.0407
Si -0.0003 0.0047 0.0413
Si 0.0071 -0.0038 0.0445
Si -0.0069 0.0004 0.0523
Si 0.0024 0 0.0475
Si 0.0028 0.0003 0.0644
Si 0.0052 0.0022 0.049
Si -0.0013 0.0087 0.0454
Si -0.0045 0.0034 0.0509
Si 0.0004 -0.0012 0.0423
Si 0.0098 0.0005 0.0517
Si -0.005 -0.0055 0.0394
Si -0.0008 -0.0015 0.0532
Si -0.0015 0.003 0.0633
Si 0.0032 -0.0029 0.0387
Si 0.0071 -0.0014 0.0456
Si -0.0013 0.0052 0.0457
Si 0.0041 0.0021 0.045
Si 0.0006 -0.0065 0.0697
Si -0.0013 0.0011 0.0441
Si 0.0045 -0.0035 0.0437
Si 0.0084 -0.0001 0.0477
Si -0.0012 0.0006 0.0377
Si -0.0019 -0.0027 0.0359
Si -0.0005 0.0027 0.0375
Si 0.0066 0.0043 0.0371
Si 0.0015 -0.005 0.0538
Si 0.0006 -0.0014 0.0433
Si 0.0017 0.0002 0.049
Si -0.0016 -0.0035 0.0393
O 0.0029 -0.0036 -0.0185
O 0.0014 0.0062 -0.0277
O -0.008 0.0112 -0.0336
O -0.0053 0.0067 -0.0204
O -0.0028 -0.0057 -0.0447
O 0.0012 -0.0025 -0.0335
O -0.0057 0.0028 -0.0124
O -0.0041 0.0055 -0.0182
O 0.0028 0.0008 -0.0131
O 0.0011 0.0009 -0.0165
O 0.004 0.0063 -0.0182
O 0.0012 0.0008 -0.0289
O -0.004 0.0075 -0.0137
O 0.0064 -0.0037 -0.0239
O 0.0107 -0.0021 -0.0118
O -0.0034 0.0032 -0.0166
O -0.008 0.0017 -0.0251
O -0.0087 -0.0039 -0.0525
O 0.0006 -0.0019 -0.018
O 0.0044 -0.0146 -0.0293
O -0.002 -0.0062 -0.02
O 0.0095 0.0024 -0.0162
O 0.0072 -0.0115 -0.0284
O 0.0116 -0.0122 -0.0355
O 0.0018 -0.0023 -0.0178
O 0.001 0.0107 -0.0254
O -0.0015 0.0015 -0.0134
N -0.0014 0.0063 -0.0377
O 0.0012 0.0051 -0.025
O 0.0076 -0.0126 -0.0219
O 0.0001 0.0048 -0.0128
O 0.0021 0.0022 -0.0182
O -0.0094 0.0041 -0.0244
O -0.0095 0.0147 -0.0358
O 0.0011 -0.0007 -0.0178
O 0.0004 0.0114 -0.0263
O -0.008 -0.0099 -0.033
O -0.0008 0.002 -0.0421
O -0.0002 0.0121 -0.0157
O 0.003 0.0022 -0.0241
O 0.0085 -0.0018 -0.0278
O 0.0106 -0.0111 -0.0318
O -0.0103 -0.0012 -0.0129
O -0.0059 -0.0036 -0.0303
O 0.0024 0.0026 -0.021
O 0.0061 -0.0058 -0.015
O 0.0127 -0.0025 -0.0222
O 0.0009 0.0008 -0.0066
O -0.0126 -0.0013 -0.0243
O 0.0179 -0.0119 -0.0388
O -0.0036 0.0092 -0.0126
O 0.0042 0.0144 -0.0234
O -0.0055 0.0013 -0.029
O 0.0038 0.003 -0.0134
O 0.008 -0.0098 -0.0335
O 0.0079 0.0064 -0.0555
O -0.0048 0.0078 -0.018
O -0.0073 0.007 -0.0181
O 0.0093 -0.0116 -0.0302
O 0.0006 0.0024 -0.013
O -0.0023 0.0015 -0.0028
O -0.0038 -0.0024 -0.0198
O 0.0006 0.0007 -0.015
O 0.0034 -0.0058 -0.0305
O 0.0025 -0.0032 -0.0117
O -0.0018 -0.0018 -0.0169
O 0.0013 -0.0097 -0.021
O -0.0002 0.0121 -0.0526
O 0.0077 -0.0099 -0.021
O 0.0115 -0.0073 -0.0272
O -0.0081 -0.0024 -0.0266
O 0.0037 -0.0018 -0.0181
O 0.0033 0.0127 -0.0233
O 0.0028 -0.0012 -0.0154
O 0.0076 -0.0075 -0.0307
O -0.01 -0.001 -0.0562
O -0.0041 0.0026 -0.0133
O 0.0029 -0.0084 -0.0191
N -0.0064 -0.0008 -0.0163
O 0.0072 -0.0087 -0.0172
O -0.0119 0.0152 -0.0344
N -0.0024 0.0106 -0.0259
O -0.0089 0.0098 -0.031
O -0.0152 -0.0019 -0.0283
O 0 0.0003 -0.0199
O -0.0002 0.0095 -0.016
O 0.006 0.0031 -0.0321
O -0.0026 -0.0007 -0.0284
O 0.0095 0.0044 -0.0223
O -0.011 0.0001 -0.0173
O 0.0111 -0.0019 -0.0278
O 0 -0.0059 -0.0258
O -0.0148 0.0109 -0.0328
O 0.0089 0.0022 -0.0355
O 0.0008 0.0059 -0.0212
O -0.0048 0.0028 -0.0149
O 0.003 -0.0028 -0.0061
O -0.0073 -0.0032 -0.0222
O 0.0006 0.0013 -0.004
O 0.0043 -0.0014 -0.0131
O -0.0002 -0.0013 -0.0071
O -0.0033 -0.0047 -0.0478
O 0.0013 -0.0112 -0.0354
O -0.0021 -0.0097 -0.0217
O 0.0087 -0.0032 -0.0137
O 0.0052 0.0077 -0.0326
O -0.0125 -0.0006 -0.0258
N 0.0047 0.0085 -0.0356
O -0.0004 0.0093 -0.0282
O 0.0003 0.0037 -0.0252
H 0.2474 -0.397 -0.229
H -0.3654 0.1894 -0.2885
H -0.3382 0.246 -0.2432
H 0.3945 -0.197 -0.2459
H -0.2992 0.2777 -0.2962
H 0.2192 -0.3669 -0.27
H -0.4035 0.178 -0.2717
H 0.325 -0.2619 -0.2627
H -0.256 0.3581 -0.2756
H 0.3039 -0.2657 -0.3066
H 0.2015 -0.3553 -0.2975
H -0.3551 0.2782 -0.2721
H -0.2594 0.3318 -0.2374
H 0.2642 -0.3109 -0.2735
H -0.2051 0.367 -0.2722
H 0.2842 -0.331 -0.2501
H 0.3734 -0.3406 0.2405
H -0.2525 0.2634 0.2847
H 0.2663 -0.2463 0.2947
H -0.3113 0.3614 0.2301
H -0.3263 0.3672 0.2335
H 0.2809 -0.2253 0.2947
H -0.2017 0.2736 0.2798
H 0.3885 -0.3001 0.2498
H -0.3256 0.3945 0.2398
H 0.2371 -0.2311 0.285
H 0.3972 -0.3141 0.2454
H -0.247 0.264 0.2844
H -0.258 0.2291 0.2979
H 0.3177 -0.358 0.2336
H -0.346 0.3626 0.2492
H 0.2457 -0.248 0.2762

The program warned: the cutoff lies below the one the program advises for these potential files; the forces do not sum to zero within the program's tolerance; empty levels may hold ghost states of the PAW files; the exchange-correlation potential is rough where the density is thin.
